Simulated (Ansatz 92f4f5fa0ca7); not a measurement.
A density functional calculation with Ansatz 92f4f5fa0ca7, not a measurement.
Periodic cell of 351 atoms, Si241O110, from a study of silicon, its oxide and their interface. The atomic structure is a simulated model.
Doubt: the cutoff is far below the 930 eV that the study's wrapper takes by default for these files, so forces and energies are approximate.
This geometry differs little from another in the collection (a relaxation step or a small displacement).

Settings: functional PBE; potential files Ansatz PAW; basis plane waves; wave-function cutoff 580 eV; density cutoff ratio 5; exchange-correlation grid ratio 1; k mesh 1 x 1 x 1, Gamma-centred; self-consistency stop 5e-08 eV per atom in the density residual; occupations fixed; spin none; net charge 0.

Cell vectors (angstrom)
a 11.6015 0 0
b 0 13.3963 0
c 0 0 40.0865

Atoms and the computed forces on them: element, x, y, z (angstrom), force x, y, z (eV/angstrom)
Si 0 2.2327 1.1851 0.0094 0.0221 0.0283
Si 3.8672 2.2327 1.1851 -0.0038 0.0036 0.0151
Si 7.7343 2.2327 1.1851 0.0089 0.0414 -0.0053
Si 1.9336 5.5818 1.1851 0.0035 -0.0123 0.0003
Si 5.8008 5.5818 1.1851 0.0131 -0.0125 0.0193
Si 9.6679 5.5818 1.1851 0.0101 -0.0031 -0.0018
Si 0 8.9308 1.1851 0.0055 -0.0121 0.0002
Si 3.8672 8.9308 1.1851 0.0012 0.0041 -0.0265
Si 7.7343 8.9308 1.1851 0.009 0.0048 0.0115
Si 1.9336 12.2799 1.1851 0.0149 -0.0194 -0.0258
Si 5.8008 12.2799 1.1851 -0.009 -0.0035 0.0273
Si 9.6679 12.2799 1.1851 0.0059 0.0117 0.0112
Si 1.9336 1.1164 1.9745 -0.0076 -0.0128 -0.0087
Si 5.8008 1.1164 1.9745 -0.016 -0.0239 -0.0155
Si 9.6679 1.1164 1.9745 -0.0277 -0.0455 -0.0114
Si 0 4.4654 1.9745 -0.022 0.0173 0.0062
Si 3.8672 4.4654 1.9745 -0.0367 0.0126 0.0015
Si 7.7343 4.4654 1.9745 -0.0039 -0.0726 -0.0004
Si 1.9336 7.8145 1.9745 -0.0061 0.0258 0.0039
Si 5.8008 7.8145 1.9745 -0.0659 0.0319 -0.01
Si 9.6679 7.8145 1.9745 0.0205 0 -0.0064
Si 0 11.1635 1.9745 0.0462 0.0258 -0.0049
Si 3.8672 11.1635 1.9745 -0.0692 -0.0143 0.0056
Si 7.7343 11.1635 1.9745 0.0065 -0.0224 -0.0092
Si 1.9336 1.1164 4.3426 -0.0464 -0.0093 0.1452
Si 5.8008 1.1164 4.3426 -0.0608 -0.0493 0.0997
Si 9.6679 1.1164 4.3426 -0.0575 -0.0585 0.1403
Si 0 4.4654 4.3426 -0.0498 0.0465 -0.0898
Si 3.8672 4.4654 4.3426 -0.119 0.0496 0.0282
Si 7.7343 4.4654 4.3426 0.0074 -0.1737 -0.2346
Si 1.9336 7.8145 4.3426 -0.0175 0.0843 -0.0024
Si 5.8008 7.8145 4.3426 -0.196 0.0981 -0.0088
Si 9.6679 7.8145 4.3426 0.0889 0.0165 -0.0277
Si 0 11.1635 4.3426 0.1425 0.0817 -0.0403
Si 3.8672 11.1635 4.3426 -0.1928 -0.0043 -0.1853
Si 7.7343 11.1635 4.3426 0.0053 0.0199 0.0424
Si 0 0 35.746 0.0925 0.0068 0.0209
Si 3.8672 0 35.746 0.0368 0.042 -0.0905
Si 7.7343 0 35.746 0.0218 0.0828 0.0103
Si 1.9336 3.3491 35.746 0.0823 0.029 -0.1539
Si 5.8008 3.3491 35.746 -0.0873 0.0323 0.0247
Si 9.6679 3.3491 35.746 0.0755 0.0553 -0.1099
Si 0 6.6981 35.746 0.2022 -0.0846 -0.0503
Si 3.8672 6.6981 35.746 0.08 -0.1118 0.032
Si 7.7343 6.6981 35.746 -0.0768 -0.0196 0.1635
Si 1.9336 10.0472 35.746 0.0028 -0.0595 0.0096
Si 5.8008 10.0472 35.746 0.0357 -0.1497 0.0515
Si 9.6679 10.0472 35.746 0.0508 0.0774 0.1836
Si 0 0 38.1141 0.0381 0.0047 -0.0049
Si 3.8672 0 38.1141 0.0056 0.0167 0.0066
Si 7.7343 0 38.1141 0.0072 0.0487 0.0011
Si 1.9336 3.3491 38.1141 0.0234 0.0283 0.0133
Si 5.8008 3.3491 38.1141 -0.0271 0.0186 0.006
Si 9.6679 3.3491 38.1141 0.0262 0.0449 0.0153
Si 0 6.6981 38.1141 0.068 -0.0249 0.0086
Si 3.8672 6.6981 38.1141 0.0261 -0.0264 -0.0104
Si 7.7343 6.6981 38.1141 -0.0189 0.0055 -0.0021
Si 1.9336 10.0472 38.1141 -0.0034 -0.0148 0.0009
Si 5.8008 10.0472 38.1141 0.0114 -0.0525 0.0026
Si 9.6679 10.0472 38.1141 0.0211 0.0344 0.0044
Si 0 2.2327 38.9035 -0.0061 -0.0202 -0.0261
Si 3.8672 2.2327 38.9035 0.0058 -0.002 -0.0049
Si 7.7343 2.2327 38.9035 -0.0133 -0.0363 -0.0143
Si 1.9336 5.5818 38.9035 -0.0031 0.014 0.0106
Si 5.8008 5.5818 38.9035 -0.006 0.0088 0.0157
Si 9.6679 5.5818 38.9035 -0.0171 0.0042 -0.0112
Si 0 8.9308 38.9035 -0.0065 0.0165 -0.0022
Si 3.8672 8.9308 38.9035 -0.0041 0.0004 0
Si 7.7343 8.9308 38.9035 -0.0035 -0.0077 0.0065
Si 1.9336 12.2799 38.9035 -0.0139 0.0148 -0.0014
Si 5.8008 12.2799 38.9035 0.0012 0.0005 -0.0277
Si 9.6679 12.2799 38.9035 -0.0012 -0.0189 -0.0035
Si 0.067 -0.1667 28.7735 -0.0002 0.0058 -0.0081
Si 3.9053 -0.0237 28.6287 -0.0034 0.0033 0.0162
Si 7.7373 0.1253 28.7333 -0.0008 -0.0009 0.015
Si 2.0101 3.4046 28.5505 0.0072 -0.0018 0.0093
Si 5.9681 3.2016 28.5586 0.0029 0.0105 0.013
Si 9.8582 3.5255 28.6486 0.0023 0.0023 0.0242
Si -0.0108 6.6463 28.6934 -0.0091 0.0093 0.0198
Si 4.0259 6.7811 28.4454 -0.0102 -0.0073 0.0074
Si 7.7556 6.8269 28.5731 0.0012 0 0.018
Si 2.0755 9.9241 28.7686 0.0059 0.0052 0.0076
Si 6.1611 10.2154 28.6146 -0.0065 -0.0065 0.0035
Si 9.8495 10.0226 28.828 0.0135 -0.0008 0.0065
Si 0.1065 2.1968 29.3303 0.0082 -0.0024 -0.0138
Si 3.9402 2.2364 29.3328 0.0032 0.0019 -0.007
Si 7.9341 2.3314 29.4807 0.0051 -0.0004 0.0007
Si 2.0458 5.6508 29.2984 -0.0011 -0.0039 -0.013
Si 5.8792 5.5243 29.2158 -0.004 -0.0037 -0.009
Si 9.6569 5.6734 29.5574 -0.0065 -0.0081 0.0028
Si 0.139 8.8603 29.5694 0.0046 -0.0041 -0.0072
Si 4.1504 8.9866 29.3229 0.0116 -0.0039 -0.015
Si 7.881 8.9519 29.5694 -0.0007 0.0019 -0.012
Si 2.0377 12.1994 29.4945 -0.004 -0.0037 -0.0118
Si 5.8543 12.3589 29.5213 -0.0036 -0.006 -0.0151
Si 9.6517 12.2846 29.4739 -0.0095 -0.0016 -0.0098
Si 0.0565 2.2196 31.7299 0.0055 0.0001 0.0169
Si 3.9092 2.2336 31.7287 -0.005 0.0023 0.0186
Si 7.8214 2.2588 31.8346 0.0031 0.0044 0.0121
Si 1.9925 5.6032 31.7053 0.0041 0.007 0.0187
Si 5.8434 5.5528 31.6628 -0.0073 -0.0013 0.0172
Si 9.674 5.602 31.8913 -0.0131 0.0037 0.0094
Si 0.0688 8.8895 31.9 0.004 -0.0052 0.0062
Si 3.9875 8.9354 31.7311 0.0072 -0.0017 0.0113
Si 7.7962 8.9273 31.9021 0.0023 0.001 0.0093
Si 1.999 12.2473 31.8428 -0.0052 -0.0047 0.0187
Si 5.8299 12.2912 31.8658 -0.0008 -0.0015 0.0136
Si 9.6804 12.2828 31.8337 0.0014 -0.0016 0.0204
Si 1.9825 1.1132 32.5638 0.0004 0.005 -0.0089
Si 5.8468 1.1467 32.5738 0.0026 -0.007 -0.0094
Si 9.7358 1.1233 32.6054 -0.0059 0.0018 -0.008
Si 0.0535 4.4655 32.5357 -0.002 -0.0034 -0.0086
Si 3.9067 4.4672 32.5247 -0.0003 -0.0007 -0.008
Si 7.7386 4.4767 32.613 0.0126 -0.0051 -0.0096
Si 2.0424 7.8095 32.5743 -0.0154 -0.0025 -0.0095
Si 5.854 7.7677 32.5705 -0.0059 0.0056 -0.0078
Si 9.7199 7.816 32.6782 0.001 -0.0055 -0.0097
Si 0.0312 11.1559 32.5934 0.0048 0.0062 -0.0081
Si 3.9204 11.1363 32.6248 0.0021 0.0035 -0.0149
Si 7.7599 11.1721 32.641 -0.0014 -0.0011 -0.0099
Si 1.9374 1.1185 34.9428 0.0014 -0.0007 -0.0006
Si 5.8046 1.124 34.9487 -0.0016 -0.0022 -0.005
Si 9.6782 1.1176 34.9664 -0.0004 0.0006 -0.0031
Si 0.0093 4.4634 34.9278 -0.0013 0.0019 -0.0007
Si 3.8726 4.4664 34.9223 0.002 0.0025 0.0005
Si 7.727 4.4682 34.9719 -0.0024 0.0023 -0.0048
Si 1.9536 7.8116 34.9485 0.0004 -0.0005 -0.0038
Si 5.802 7.8004 34.9457 0.0023 0.0014 0.0001
Si 9.6717 7.8147 35.0101 -0.0014 -0.0007 -0.0106
Si 0.0013 11.1643 34.9587 -0.0001 -0.0006 -0.0058
Si 3.8727 11.1554 34.9775 -0.0015 0.0003 -0.0035
Si 7.7348 11.1652 34.9871 0.0017 0.0002 -0.0071
Si -0.0025 0.0024 5.1529 -0.0004 0.0003 -0.0014
Si 3.8619 -0.0139 5.1371 -0.0015 0.0007 0.0052
Si 7.7234 -0.008 5.1481 -0.0021 0 0.0004
Si 1.9194 3.3558 5.135 -0.0021 -0.0011 0.0022
Si 5.7947 3.3546 5.119 0.0004 -0.0029 0.0065
Si 9.6693 3.3478 5.127 -0.0032 0.0006 0.0019
Si 0.0047 6.6997 5.1332 -0.0026 -0.0016 0.0033
Si 3.8561 6.7013 5.1396 -0.0041 0.0017 0.0003
Si 7.7257 6.6869 5.0674 -0.0002 0.002 0.0072
Si 1.9308 10.0487 5.1575 0.0002 -0.0009 0.0026
Si 5.7842 10.0658 5.1189 0.0005 -0.004 -0.0009
Si 9.6844 10.0528 5.1174 -0.0012 -0.0004 0.0003
Si -0.0465 0.0071 7.5373 -0.005 -0.0048 0.0108
Si 3.8033 -0.0434 7.5118 0.0099 0.0055 0.0109
Si 7.6651 -0.0211 7.53 0.006 0.0082 0.0104
Si 1.85 3.3647 7.5058 0.0073 -0.0026 0.0108
Si 5.7352 3.3617 7.4768 -0.0032 0 0.0108
Si 9.6251 3.3495 7.4903 0.0021 -0.0021 0.0141
Si -0.0217 6.6973 7.5018 0.0015 0.0056 0.0071
Si 3.7996 6.7149 7.5134 0.0081 -0.004 0.0083
Si 7.6677 6.6732 7.3919 0.0051 0.0031 0.0094
Si 1.9005 10.0458 7.5479 -0.0013 -0.0005 0.0099
Si 5.7305 10.1081 7.4775 0.0043 -0.0004 0.0153
Si 9.6945 10.0582 7.4751 -0.0142 0.0006 0.01
Si -0.0674 2.2381 8.3579 -0.0054 0.0041 -0.0199
Si 3.7819 2.2092 8.1755 -0.0029 -0.0001 -0.0078
Si 7.6717 2.2374 8.2276 0.0022 -0.0028 -0.0125
Si 1.8848 5.5809 8.3707 -0.0029 0 -0.0138
Si 5.7339 5.6091 8.2617 -0.0013 -0.0008 -0.0074
Si 9.6047 5.6104 8.2009 -0.0023 -0.0006 -0.0076
Si -0.0082 8.8995 8.3639 0.0089 -0.0076 -0.0107
Si 3.8474 8.9453 8.3316 -0.0036 0.003 -0.0174
Si 7.6959 8.9396 7.9822 0.0047 -0.0006 -0.0052
Si 1.8625 12.2691 8.381 -0.0018 -0.0037 -0.0116
Si 5.722 12.301 8.4333 -0.0153 -0.0017 -0.016
Si 9.6175 12.2776 8.3153 0.0026 0.0003 -0.0217
Si -0.1336 2.2456 10.7601 0.0141 -0.0007 0.0135
Si 3.7108 2.1768 10.4943 0.0072 0.0026 0.0013
Si 7.6312 2.2445 10.5683 0.016 -0.0026 0.0156
Si 1.853 5.5445 10.7862 0.0027 -0.0005 0.0117
Si 5.6917 5.6338 10.629 -0.0035 0.0046 0.008
Si 9.5354 5.6562 10.5375 0.0089 0.0026 0.0012
Si 0.0429 8.8379 10.7738 0.0027 0.0091 0.0108
Si 3.8918 8.9543 10.7191 0.0029 -0.0039 0.0112
Si 7.7007 8.9539 10.2485 0.0049 0.0019 -0.006
Si 1.7893 12.2512 10.7926 -0.0049 0.0109 0.0154
Si 5.6522 12.3108 10.8958 -0.0012 0.0011 0.0084
Si 9.5672 12.2484 10.6901 0.007 0.0089 0.0139
Si 1.8133 1.1189 11.5124 -0.0027 -0.0076 -0.0258
Si 5.6565 1.2558 11.4132 -0.0186 -0.0027 -0.0134
Si 9.4939 1.0988 11.4541 -0.0035 -0.0001 -0.0213
Si -0.216 4.5324 11.4218 -0.012 -0.0024 -0.006
Si 3.8126 4.3557 11.3597 0.002 -0.0057 -0.0144
Si 7.6291 4.4979 11.2906 -0.0209 0.0039 -0.0122
Si 2.0786 7.7472 11.6141 -0.0046 0.0076 -0.0095
Si 5.9154 7.9049 11.3734 0.0083 -0.008 -0.0122
Si 9.529 7.9068 11.3018 0.0059 -0.0054 -0.0159
Si -0.1533 11.0537 11.5291 0.0046 -0.0143 -0.0289
Si 3.6877 11.1214 11.658 -0.0033 0.0052 -0.0157
Si 7.6203 11.059 11.2992 -0.0071 -0.0124 -0.0049
O 3.8313 10.6544 15.9918 0.0114 0.0002 0.0037
O 10.951 4.7125 13.025 0.0065 -0.0033 0.0178
O 9.5224 20.9561 16.2729 0.0018 -0.0037 -0.0057
O 1.8419 1.1588 13.1796 0.0044 -0.001 0.0267
O 23.0935 24.3104 20.7957 0.0015 -0.0008 0.0023
O 2.5092 7.6977 13.2563 -0.003 -0.0047 0.0228
O 9.0766 8.1643 12.9093 -0.0022 0.003 0.0113
O 6.3738 8.1791 12.9826 0.0111 0.0038 0.0161
O 23.4495 15.0994 19.8431 0.0011 -0.0007 0.0029
O -0.3035 16.1355 17.4444 0.003 0.0022 0.0049
O 3.4669 16.124 24.9147 0.0017 0.0022 -0.0009
O 2.502 18.7073 17.4413 0.0024 -0.0025 -0.003
O 6.157 2.7405 26.9473 0.0058 -0.0127 -0.0174
O 3.1876 17.6222 22.5348 -0.0006 0.0022 -0.0032
O 7.4021 0.2894 27.091 -0.0028 0.0052 -0.0162
O 7.232 7.0838 24.1814 -0.0051 -0.0034 0.0019
O 9.9902 9.9274 27.1945 0.0031 0.006 -0.0126
O 7.6359 7.2051 26.9405 0.0006 -0.0018 -0.0229
O 10.0513 3.9468 27.0206 0.0074 0.0193 -0.0297
O -0.334 6.4112 27.0512 -0.0094 -0.0111 -0.0178
O 10.0494 11.1241 24.8805 -0.0024 0.0049 0.0036
O 0.0975 9.131 25.2633 0.0014 0.0076 0.0069
O -7.3846 6.9513 26.7852 -0.0094 -0.0016 -0.0239
O 6.7869 10.4396 27.0617 -0.0061 0.0096 -0.0303
Si 11.9516 13.5559 25.8476 -0.0003 0.011 0.015
Si 3.8931 17.4283 24.025 -0.0076 -0.0036 -0.0006
Si -2.6017 11.8825 23.8967 -0.0062 0.0006 -0.0042
Si 0.5364 16.3336 18.828 -0.0025 -0.0024 -0.0037
Si -11.5356 10.0926 14.5673 0.0057 0.0049 0.0002
Si 6.089 17.0297 22.2587 -0.0052 0.0025 -0.0053
Si 11.4606 3.6858 23.7822 0.0054 -0.0036 0.0016
Si -14.2219 14.8307 14.6508 -0.0022 0.0092 -0.0045
Si 26.0061 6.9214 17.4935 -0.0047 0.002 0.0045
Si 13.2811 9.2502 25.6011 0.0029 -0.016 0.0066
Si -1.1035 18.6699 26.1429 -0.0036 -0.001 0.0022
Si 14.543 24.7341 14.7985 -0.0062 -0.0032 -0.0042
Si 3.6566 6.888 25.2447 -0.0049 0.0009 0.0144
Si 9.466 14.8951 24.6105 -0.0046 0.0044 -0.0015
Si -9.1115 1.034 14.6823 0.0027 -0.0008 -0.0025
Si 13.2152 7.4392 14.6182 0.006 -0.0078 -0.0116
Si 24.6971 10.6496 21.0958 0.0022 -0.0001 -0.0057
Si -9.7165 20.8508 20.5005 0.0052 -0.0011 -0.0066
Si 17.3097 27.7693 20.4921 0.0006 0.0064 -0.0048
Si 17.4905 9.1972 20.6875 0.0024 -0.0044 0.0005
Si 3.1497 30.8433 18.2623 -0.0007 -0.0018 0.0026
Si 21.7509 11.8217 21.084 -0.0049 0.0019 -0.0004
Si 33.5865 28.0961 20.4107 0.0031 0.0005 -0.0029
Si 17.3127 7.0838 18.5289 -0.0013 -0.001 0.0008
Si 11.6694 2.1574 15.9626 0.0049 0.0007 0.0085
Si 23.0152 5.1388 20.9962 0.0055 -0.006 -0.0019
Si 5.0031 -15.5649 16.9701 -0.0074 -0.0015 0.0035
Si 30.4683 22.7784 18.2065 -0.0002 -0.0008 -0.0005
Si 17.2886 2.5077 17.6724 -0.0006 -0.0003 0.0023
Si 6.7921 1.473 26.1092 -0.005 0.0048 0.0035
Si 7.7394 22.3882 13.4411 -0.0127 0.0031 -0.0062
Si 7.4122 17.5872 14.4891 0.0009 -0.0079 -0.001
Si 9.0927 19.3846 16.2375 0.0035 -0.0016 0.0097
Si 8.8201 17.3014 21.1506 -0.004 -0.0036 -0.0089
Si 6.459 24.1442 25.4826 -0.0292 -0.0023 0.0235
Si 4.1027 38.5636 19.9195 0.0003 -0.0009 -0.0059
Si 6.8705 13.425 16.4324 0.0017 -0.0002 0.0058
Si 23.1171 4.8293 14.5454 0.0075 0.0138 -0.0115
Si 4.4728 13.0647 25.4599 0.0096 -0.0227 0.0066
Si 3.7725 18.4934 21.2574 -0.0037 -0.0018 -0.0052
Si -2.4499 35.9317 16.0752 -0.0046 0.0051 0.0016
Si 7.532 4.6495 18.421 0.0048 0.0042 0.0001
Si 8.2795 26.5585 19.283 -0.0008 -0.0019 -0.0053
Si -1.3834 -3.7109 25.6229 -0.009 -0.017 0.005
Si 17.6535 8.1324 23.7461 -0.0027 0.0035 -0.0015
Si 16.3534 2.91 13.9013 -0.0082 0.0019 0.0016
Si 1.9956 15.9643 25.5938 0.0033 0.0121 0.0165
Si 13.6871 11.8816 24.0302 -0.0015 0 -0.0025
Si 8.2866 20.6104 25.4282 0.0076 -0.0029 0.0113
O 13.917 21.2072 25.176 -0.001 0.0082 0.012
O 4.4134 16.8781 17.4292 -0.0014 0.0017 -0.0034
O -2.2248 14.364 19.165 -0.0003 -0.0015 -0.0005
O 9.293 -2.0879 22.3869 0.0038 -0.001 -0.002
O 28.7281 1.7458 13.0194 0.0029 0.0071 0.0104
O -3.7262 22.5436 15.0492 0.0068 0.0018 0.0038
O 15.036 4.4809 19.8008 0.0011 0.0017 -0.0008
O 1.8732 3.5768 26.8789 0.0003 -0.0079 -0.0229
O 13.237 14.5046 26.2011 -0.0066 0.0009 -0.002
O -2.4001 5.8858 25.3849 -0.0015 0.0012 0.0094
O 4.5446 13.201 20.641 0.0007 0.0011 0.0026
O 10.3786 14.711 15.4631 0.0012 -0.0008 -0.0065
O 16.2327 7.4015 24.0353 0.0097 -0.0001 0.002
O 7.2511 23.0002 19.8391 -0.0015 0.0011 0.0059
O 12.1086 6.616 20.8714 -0.0012 -0.0002 0.0027
O 8.4206 16.3496 14.8246 0.002 -0.004 -0.0114
O -2.4876 11.8407 19.8006 0 0.0013 -0.0002
O 3.9029 13.3106 26.9694 0.0064 -0.0064 -0.0369
O -2.3356 14.4665 13.096 -0.0033 0.0047 0.0218
O 0.1776 17.7311 19.6063 -0.0002 0.0011 0.0052
O 3.4579 -2.512 13.3054 -0.0028 0.0029 0.0261
O 14.7178 6.616 21.2414 -0.0014 0.0005 0.0041
O 7.6008 4.596 12.9363 0.0014 -0.0039 0.0134
O 11.7163 12.6701 27.1846 -0.0018 -0.0039 0.0032
O -1.2207 18.6239 15.6187 -0.0052 0.0029 0.0001
O 5.9099 -1.2064 16.015 0.0004 0.0001 -0.0048
O 16.0212 20.5147 17.5504 0.0065 -0.0008 -0.0023
O 15.5756 4.0341 12.9934 0.0074 -0.0091 0.0106
O 10.6017 14.4606 25.7036 -0.0025 -0.001 -0.0004
O 12.7232 5.9011 14.5538 -0.0093 -0.0024 -0.0057
O -0.3484 10.8458 13.179 -0.0041 -0.001 0.031
O 1.9215 9.5893 27.16 0.0008 0.0064 -0.0121
O 22.2063 13.3833 21.3423 -0.0003 -0.0008 0.0038
O 21.6889 16.1763 23.7931 0.0008 0.0021 0.0051
O 13.904 7.6341 16.0991 0.0011 0 -0.0002
O 16.0075 25.3524 18.3151 0.0012 -0.0005 0.0008
O 13.3587 9.0072 21.0599 -0.0021 0.0016 0.0036
O 19.3006 17.2699 22.3301 0.0023 -0.0014 0.0034
O 7.7063 10.5419 12.8917 0.0032 -0.0018 0.0094
O -5.429 22.1089 22.2207 -0.0015 0.0035 -0.0022
O 5.2784 21.2848 19.8959 -0.0008 0.0024 0.001
O 9.73 15.9514 21.209 -0.0033 0.005 0.0024
O 8.0498 28.8124 25.2258 0.0079 -0.0007 0.0023
O 3.1226 26.3457 14.8852 -0.003 0.0044 -0.0082
O 7.9473 27.1241 15.2606 -0.0036 -0.0024 -0.0024
O 12.0823 16.7729 14.9657 0.0006 -0.0042 -0.0023
O 6.2236 18.9616 18.7704 -0.0017 0.0014 -0.0018
O 0.7234 -0.7543 24.5498 0.0026 -0.0079 0.0011
O 7.1399 13.5667 20.3978 -0.0006 0.0003 0.0027
O 15.2522 2.1711 14.8484 -0.0015 -0.0034 -0.0081
O 17.0031 18.2874 21.4181 0.0035 -0.0003 0.0021
O 3.4163 18.7111 24.9124 0.003 -0.0003 0.0029
O 19.607 17.3049 19.7655 0.0031 -0.0015 0.0067
O 23.4739 17.6996 22.3315 -0.0021 0.0081 -0.0085
O 8.782 5.4534 17.754 -0.0045 -0.0046 0.0022
O 5.4829 15.2397 19.1394 0.0007 -0.0024 0.0024
O 21.383 18.6329 21.1774 -0.0017 0.0007 0.0024
O 5.951 23.4513 17.5394 0.0036 -0.0014 -0.0014
O 10.389 23.4921 15.5901 -0.0044 -0.0047 -0.0042
O 7.7833 32.3333 15.3471 0.002 0.0029 -0.0043
O -3.9955 12.9633 17.8247 0.0033 -0.0009 0.0045
O 13.6881 29.6319 18.3816 0.0003 0.0008 -0.0016
O 9.1246 21.9826 25.1243 0.0037 0.0136 0.0135
O 11.9888 8.4958 14.4225 -0.0004 0.0023 -0.004
O 5.495 17.1983 23.7783 0.0053 0.0001 0.0039
O 13.7064 7.5319 18.8601 0.0011 0.0001 0.0028
O 6.1466 -4.0648 24.8065 -0.0069 0.0217 0.005
O 1.3979 10.8729 15.1046 0.0023 -0.0003 -0.0101
O 12.6462 16.1077 24.2839 -0.0052 0.007 -0.0006
O 13.9807 23.8851 24.8164 -0.0053 -0.0008 0.0067
O -9.0982 11.4033 20.0357 -0.0005 -0.0003 0.0027
O 5.8679 17.121 14.7756 0.0079 0.0031 -0.005
O -4.5792 21.1946 17.8805 -0.004 -0.0016 -0.0027
O 1.3698 14.5745 15.8644 -0.0008 -0.0018 -0.0048
O 17.3349 28.9008 21.6932 0.0015 -0.0025 0.0021
O 30.2351 3.4138 17.4881 0.0006 0.0005 -0.0007
O 11.4501 4.8724 24.8937 -0.0057 0.0006 -0.0004
O -5.7321 1.3012 16.6094 0.001 0.0007 -0.0045
O 7.5433 -1.8642 24.5469 0.0066 0.0036 -0.0016
O 1.8628 11.4049 22.4972 -0.0009 -0.0038 -0.0037
O 5.0893 11.5772 25.4509 0.0172 0.0083 0.021
O 9.156 0.1117 23.7946 -0.0007 -0.0092 0.0049
O 5.6364 27.5805 25.1616 -0.0083 -0.0066 0.0023
O 8.6626 23.1946 17.4974 -0.0043 0.0014 0.0051
O 16.5044 23.9044 20.6328 -0.0008 0.002 -0.0009
O 3.3099 26.3541 24.2959 0.0091 -0.0036 0.0149

Results
free energy: -215761.732 eV
free energy less fixed offsets of O -568.88, Si -635.61 eV per atom: -2.922 eV

The program warned: the cutoff lies below the one the program advises for these potential files; the exchange-correlation potential is rough where the density is thin.
